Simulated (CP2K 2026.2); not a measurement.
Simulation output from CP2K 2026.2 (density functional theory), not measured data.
Periodic cell of 513 atoms, Si351O162, from a study of silicon, its oxide and their interface. The atomic structure is a simulated model.
Doubt: the forces sum to 2.99 eV/angstrom along one axis rather than to zero, so they err by at least 0.0058 eV/angstrom per atom on average; the grid cutoff is modest.

Settings
functional: PBE
method: Gaussian and plane waves
basis set: DZVP-MOLOPT-SR-GTH
pseudopotentials: GTH-PBE
grid cutoff: 300 Ry, relative cutoff 40 Ry
k points: Gamma only
occupations: fixed
spin: none
net charge: 0

Cell vectors (angstrom)
a	16.407	0	0
b	0	16.407	0
c	-0.3537	-0.1077	34.4436

Atoms and the computed forces on them: element, x, y, z (angstrom), force x, y, z (eV/angstrom)
Si	15.824	0.075	34.43	0.056	0.003	0.168
Si	3.078	2.622	0.055	-0.109	0.02	0.19
Si	16.001	5.842	0.169	0.042	-0.239	0.099
Si	2.724	7.809	0.164	-0.069	0.068	0.201
Si	16.105	11.204	0.13	0.077	-0.142	0.153
Si	2.773	13.155	34.121	-0.173	0.173	0.179
Si	5.38	0.41	0.249	0.03	-0.115	0.221
Si	8.098	2.506	0.566	-0.007	0.126	0.22
Si	5.123	5.729	0.169	0.098	-0.058	0.232
Si	8.307	8.029	0.084	-0.097	0.082	0.205
Si	5.142	10.768	0.167	0.108	-0.042	0.176
Si	8.338	13.232	0.008	-0.066	0.074	0.187
Si	10.478	0.39	0.056	0.084	-0.141	0.142
Si	13.85	2.382	0.036	-0.064	0.05	0.187
Si	10.477	5.697	0.203	0.103	-0.101	0.246
Si	13.526	7.843	0.229	-0.021	0.153	0.194
Si	10.708	11.121	0.043	0.036	-0.094	0.237
Si	13.754	13.444	0.196	-0.063	0.11	0.154
Si	1.366	1.397	1.248	0.005	-0.011	-0.047
Si	4.056	4.13	1.541	0.012	-0.001	-0.057
Si	1.189	6.786	1.608	0.044	0.012	-0.035
Si	3.851	9.415	1.508	0.012	0.003	-0.044
Si	1.39	12.363	1.252	-0.006	-0.011	-0.048
Si	4.133	14.974	1.133	0.015	-0.001	-0.065
Si	6.681	1.336	1.914	0.012	0.017	-0.088
Si	9.391	4.147	1.591	-0.012	-0.01	-0.09
Si	6.721	6.886	1.441	-0.005	-0.003	-0.061
Si	9.508	9.566	1.398	0.017	0.017	-0.053
Si	6.78	12.068	1.367	-0.018	0.005	-0.041
Si	9.424	14.978	1.248	-0.001	0.007	-0.024
Si	12.193	1.353	1.385	0.022	0.005	-0.047
Si	14.998	4.007	1.312	0.009	0.038	-0.031
Si	12.097	6.688	1.61	-0.019	0.029	-0.079
Si	14.893	9.504	1.318	-0.003	0.001	-0.053
Si	12.171	12.288	1.466	0.014	-0.006	-0.049
Si	14.986	15.069	1.373	-0.003	-0.03	-0.037
Si	-0.021	2.69	2.714	-0.006	0.006	-0.002
Si	2.696	16.323	2.596	-0.005	-0.002	0.003
Si	16.243	8.238	2.834	0.005	0.03	0.022
Si	2.592	5.395	2.893	-0.015	-0.016	0.021
Si	-0.012	13.685	2.693	0.005	0.017	0.028
Si	2.569	10.929	2.764	-0.001	-0.005	0.01
Si	5.31	2.807	3.041	0.008	-0.004	0.016
Si	8.15	16.23	2.875	-0.012	0	0.018
Si	5.336	8.169	2.856	0.004	0.002	0.011
Si	8.008	5.501	2.899	-0.013	-0.016	0.016
Si	5.413	13.586	2.639	0.005	0.004	-0.002
Si	8.125	10.839	2.831	-0.009	-0.013	0
Si	10.866	2.737	2.815	0.001	0.015	0.025
Si	13.553	16.368	2.753	-0.016	0.005	0.022
Si	10.795	8.189	2.855	0.008	-0.003	0.004
Si	13.592	5.314	2.796	-0.003	-0.023	0.019
Si	10.786	13.686	2.75	0	0.006	0.006
Si	13.57	10.875	2.758	-0.01	-0.007	0.016
Si	1.244	4.013	4.214	0.003	-0.004	-0.005
Si	3.933	1.28	4.158	-0.004	0.008	0.003
Si	1.214	9.596	4.183	-0.002	0	-0.002
Si	3.981	6.786	4.215	0.001	0.007	-0.003
Si	1.322	15.04	4.084	-0.001	0.005	-0.012
Si	4.016	12.277	4.077	0.004	-0.001	-0.003
Si	6.722	4.136	4.327	-0.003	0.009	-0.004
Si	9.506	1.303	4.156	0.004	-0.005	0
Si	6.724	9.524	4.211	-0.003	0.004	-0.007
Si	9.423	6.842	4.227	-0.007	0.004	0.001
Si	6.721	14.894	4.163	0.012	-0.003	-0.001
Si	9.462	12.28	4.149	0.002	-0.002	-0.002
Si	12.229	4.033	4.227	0.012	0	-0.007
Si	14.958	1.339	4.087	0.01	0.004	0.005
Si	12.212	9.539	4.178	-0.002	0	-0.001
Si	14.911	6.776	4.147	0	0.003	0.001
Si	12.194	15.006	4.136	-0.004	-0.003	-0.009
Si	14.981	12.283	4.064	-0.001	-0.003	0.002
Si	16.32	16.373	5.471	-0.003	-0.005	-0.007
Si	2.596	2.636	5.569	-0.008	0	0.001
Si	16.288	5.427	5.534	0.005	0	-0.002
Si	2.603	8.194	5.527	0	0.005	0
Si	16.274	10.946	5.539	0.005	-0.001	0.004
Si	2.655	13.646	5.472	-0.001	0.004	-0.01
Si	5.362	16.337	5.494	0.003	-0.004	0
Si	8.127	2.678	5.546	0.002	0.001	0.005
Si	5.325	5.466	5.647	0.008	-0.006	0.005
Si	8.07	8.177	5.607	-0.002	-0.002	-0.003
Si	5.35	10.926	5.52	0.001	-0.004	-0.007
Si	8.089	13.586	5.56	-0.007	0.001	0
Si	10.86	16.366	5.544	0.006	0.005	0.004
Si	13.609	2.663	5.545	-0.01	0.006	0.001
Si	10.831	5.442	5.54	0.003	-0.006	-0.007
Si	13.557	8.146	5.535	-0.001	0	0.001
Si	10.839	10.919	5.524	0.005	-0.004	-0.005
Si	13.589	13.624	5.465	-0.006	0.006	0
Si	1.226	1.304	6.925	-0.001	0.003	0.003
Si	3.966	4.031	6.932	-0.001	-0.002	-0.002
Si	1.25	6.802	6.898	0	-0.001	-0.008
Si	3.985	9.55	6.894	0.002	0.001	-0.006
Si	1.273	12.296	6.875	0	0.004	-0.002
Si	3.999	14.992	6.887	0.004	0	-0.004
Si	6.729	1.305	6.881	0.001	0.002	-0.004
Si	9.483	4.056	6.914	0.004	0.001	-0.004
Si	6.714	6.819	6.981	-0.006	0.004	0.003
Si	9.468	9.559	6.918	-0.003	0	0.001
Si	6.721	12.247	6.93	0.004	-0.001	0.004
Si	9.467	14.992	6.892	-0.002	0	-0.003
Si	12.23	1.311	6.917	0.005	-0.003	0.001
Si	14.937	4.061	6.916	-0.001	0.003	-0.002
Si	12.19	6.802	6.921	0	0.001	-0.002
Si	14.924	9.537	6.892	-0.003	-0.002	0.001
Si	12.222	12.275	6.878	-0.003	-0.003	-0.005
Si	14.948	14.997	6.848	0.002	0.001	-0.006
Si	16.292	2.691	8.291	-0.001	0.004	0
Si	2.62	16.349	8.266	-0.001	0	-0.004
Si	16.289	8.167	8.267	0.004	-0.002	-0.001
Si	2.609	5.428	8.281	0	-0.002	-0.001
Si	16.303	13.641	8.251	0	0.001	-0.002
Si	2.618	10.911	8.259	0.002	-0.003	-0.003
Si	5.365	2.672	8.27	0.001	-0.001	-0.001
Si	8.101	16.359	8.262	-0.001	0	0
Si	5.345	8.2	8.304	0.002	0.003	0.002
Si	8.102	5.421	8.29	0.001	-0.004	-0.001
Si	5.359	13.635	8.274	-0.001	0.003	-0.002
Si	8.096	10.898	8.3	0	-0.003	0.001
Si	10.855	2.692	8.276	-0.001	0.004	0
Si	13.59	16.342	8.265	0	0.001	0
Si	10.829	8.179	8.283	-0.001	0	-0.001
Si	13.563	5.428	8.277	-0.001	0	-0.001
Si	10.843	13.628	8.259	0.003	0.003	-0.002
Si	13.559	10.899	8.266	-0.001	0.001	0.001
Si	1.247	4.066	9.657	0.002	0.002	0
Si	3.989	1.311	9.635	0	0	0
Si	1.253	9.531	9.63	0.001	0	-0.003
Si	3.986	6.802	9.645	-0.001	0	-0.001
Si	1.253	14.993	9.641	-0.001	0.002	-0.002
Si	3.99	12.265	9.634	0.001	0	-0.003
Si	6.73	4.047	9.642	0	-0.001	0
Si	9.472	1.323	9.631	0	0.003	-0.001
Si	6.73	9.541	9.673	-0.001	-0.001	0.003
Si	9.465	6.805	9.648	-0.001	0	0
Si	6.739	14.993	9.64	0	0.003	0
Si	9.478	12.267	9.648	-0.001	0.001	0.001
Si	12.209	4.062	9.651	0.002	-0.002	-0.002
Si	14.929	1.317	9.648	0	-0.001	0.001
Si	12.197	9.543	9.655	0	0	0.001
Si	14.918	6.806	9.648	-0.001	0	0
Si	12.21	14.986	9.635	-0.001	-0.002	-0.002
Si	14.935	12.264	9.629	0.001	0	-0.001
Si	-0.113	16.358	11.015	0.004	0.005	0
Si	2.631	2.695	11.006	0.001	0.001	-0.002
Si	16.28	5.436	11.019	-0.001	-0.001	0
Si	2.62	8.169	11.012	0.003	-0.002	-0.002
Si	16.284	10.881	11.005	0.001	-0.004	-0.001
Si	2.613	13.614	11.001	-0.001	0	-0.004
Si	5.359	16.352	11.002	-0.001	0	-0.001
Si	8.106	2.69	11.008	-0.002	-0.003	0.001
Si	5.37	5.436	11.003	0.001	0	-0.001
Si	8.104	8.168	11.031	-0.001	-0.001	0.004
Si	5.363	10.92	11.02	0	0.002	0.001
Si	8.112	13.632	11.016	0	0.002	0.001
Si	10.84	16.359	11	0	0	-0.002
Si	13.563	2.682	11.018	0	0.001	0.002
Si	10.845	5.444	11.004	0	0	-0.002
Si	13.555	8.175	11.031	0	0.001	0.001
Si	10.831	10.899	11.035	0	0.001	0
Si	13.564	13.619	11.017	0.001	0.001	-0.001
Si	1.261	1.322	12.368	0.001	0.001	0
Si	3.998	4.076	12.366	-0.001	0	-0.002
Si	1.243	6.808	12.38	0.002	0.002	0
Si	3.991	9.548	12.371	0.002	0.002	-0.001
Si	1.239	12.247	12.362	0	-0.002	-0.004
Si	4.001	14.962	12.36	-0.001	0	-0.003
Si	6.729	1.315	12.363	-0.005	-0.001	0.002
Si	9.488	4.072	12.358	0.001	0	-0.002
Si	6.743	6.793	12.388	0.001	-0.002	0.003
Si	9.468	9.531	12.416	0.001	0	0.001
Si	6.749	12.266	12.393	-0.004	0	0.002
Si	9.486	14.995	12.382	0.001	0.004	0
Si	12.196	1.312	12.383	0	-0.002	0
Si	14.913	4.062	12.386	0.002	-0.002	0.001
Si	12.176	6.819	12.402	-0.001	-0.003	-0.001
Si	14.924	9.531	12.413	-0.001	-0.003	0.003
Si	12.204	12.257	12.41	0.001	0.002	0.002
Si	14.918	14.996	12.389	0	0.001	-0.001
Si	-0.12	2.681	13.735	0.003	0.002	0.003
Si	2.63	16.33	13.701	0.002	-0.003	-0.002
Si	-0.104	8.165	13.782	0.002	-0.002	0.005
Si	2.609	5.433	13.731	0.006	0.001	-0.001
Si	16.265	13.59	13.729	0.002	0.001	-0.007
Si	2.612	10.907	13.741	0	-0.001	-0.001
Si	5.379	2.713	13.717	-0.004	0.006	0.002
Si	8.096	16.352	13.73	0	0.001	0
Si	5.372	8.188	13.727	-0.005	-0.001	-0.002
Si	8.158	5.445	13.743	0.002	-0.006	0.002
Si	5.373	13.617	13.758	0	0.004	0.006
Si	8.11	10.906	13.784	0.002	0.002	0.001
Si	10.835	2.697	13.729	0.001	-0.006	-0.003
Si	13.545	16.353	13.778	0.002	0.006	0.004
Si	10.818	8.171	13.819	-0.001	0.003	0.007
Si	13.539	5.442	13.746	-0.004	0.003	0
Si	10.846	13.635	13.779	-0.001	0	0.002
Si	13.547	10.884	13.804	0.002	-0.001	0.003
Si	1.246	4.045	15.096	0.004	-0.002	0.001
Si	4.008	1.302	15.032	-0.007	-0.006	-0.008
Si	1.25	9.575	15.143	-0.002	0.004	0.006
Si	3.967	6.846	15.058	0.006	0.007	-0.001
Si	1.253	14.943	15.045	-0.003	-0.002	-0.001
Si	4.003	12.236	15.117	-0.004	-0.003	0.003
Si	6.804	4.063	15.065	0.002	0.005	0.001
Si	9.457	1.329	15.073	0	-0.002	0.003
Si	6.743	9.522	15.137	0.002	0.002	0.004
Si	9.454	6.808	15.216	0.001	0	0.009
Si	6.753	14.981	15.122	-0.001	-0.002	-0.001
Si	9.486	12.276	15.16	0.004	0.001	0
Si	12.171	4.078	15.111	0.001	0	-0.002
Si	14.916	1.331	15.123	0.001	0.001	0.003
Si	12.188	9.525	15.211	0	-0.003	0
Si	14.92	6.777	15.125	-0.004	-0.007	-0.002
Si	12.194	14.987	15.19	0.001	0.007	0.003
Si	14.899	12.272	15.166	-0.001	-0.003	0.003
Si	-0.145	16.258	16.399	0.021	0.006	0.002
Si	2.6	2.601	16.392	0.016	0.002	-0.01
Si	-0.143	5.377	16.484	-0.001	0.002	-0.006
Si	2.636	8.214	16.487	-0.001	0	-0.005
Si	-0.122	10.942	16.537	0.002	0.006	0.004
Si	2.656	13.651	16.44	-0.01	-0.011	0.012
Si	5.426	0.028	16.424	-0.008	-0.004	0.003
Si	8.148	2.691	16.481	-0.003	-0.003	0.002
Si	5.425	5.499	16.303	-0.002	-0.002	0.005
Si	8.063	8.192	16.597	-0.006	-0.01	-0.001
Si	5.345	10.841	16.502	0	0.01	-0.001
Si	8.098	13.612	16.534	0.01	0.005	0.005
Si	10.774	-0.019	16.478	-0.002	0.005	0.005
Si	13.557	2.754	16.475	-0.005	-0.002	0.008
Si	10.843	5.411	16.561	0.004	0.005	-0.004
Si	13.597	8.137	16.54	0.004	0.003	0.005
Si	10.821	10.925	16.583	-0.009	-0.003	-0.001
Si	13.539	13.6	16.605	0.003	0.001	-0.004
Si	1.215	1.157	17.748	-0.019	-0.022	-0.02
Si	4.134	4.002	17.492	-0.007	0.024	-0.005
Si	1.215	6.826	17.742	0.004	-0.003	0
Si	4.028	9.485	17.958	0.001	0.006	0.004
Si	1.306	12.326	17.855	-0.001	0.006	-0.008
Si	4.034	15.093	17.724	0.006	0.004	-0.01
Si	6.808	1.334	17.865	0.003	-0.006	-0.003
Si	9.439	4.05	17.928	-0.003	0.003	-0.003
Si	6.579	6.822	17.891	0.003	-0.013	0.005
Si	9.449	9.587	17.975	0.012	0.019	-0.016
Si	6.7	12.199	17.86	0	-0.01	-0.021
Si	9.415	15.049	17.901	0.008	0.002	-0.006
Si	12.132	1.412	17.772	0.007	0.001	-0.008
Si	14.942	4.011	17.946	-0.006	-0.006	-0.011
Si	12.3	6.711	17.925	-0.007	-0.007	-0.007
Si	14.922	9.553	17.918	-0.002	0.005	-0.021
Si	12.159	12.259	18.04	0.008	-0.003	-0.009
Si	14.942	14.991	17.921	0.015	-0.009	-0.004
Si	16.148	2.318	19.154	0.023	0.038	0.031
Si	2.697	-0.017	19.164	0.013	0.018	0.045
Si	-0.044	8.187	19.232	0.003	0.015	0.05
Si	2.667	5.286	18.689	-0.002	-0.036	0.075
Si	0.006	13.705	19.311	0.005	-0.023	0.07
Si	2.697	10.953	19.22	0.003	0.018	0.064
Si	5.446	2.824	19.04	-0.036	-0.001	0.059
Si	8.083	-0.002	19.37	-0.005	-0.007	0.056
Si	5.155	8.003	19.499	0.021	-0.013	0.037
Si	7.954	5.423	19.182	0.004	0.018	0.075
Si	5.387	13.746	19.05	-0.02	0.001	0.054
Si	7.927	10.84	19.393	0.003	0.012	0.039
Si	10.876	2.735	19.301	0.005	-0.012	0.063
Si	13.415	-0.018	19.095	-0.025	0.018	0.077
Si	10.919	8.131	19.18	-0.021	-0.016	0.063
Si	13.707	5.449	19.448	-0.003	-0.018	0.041
Si	10.712	13.679	19.327	-0.013	0.015	0.044
Si	13.533	10.846	19.423	0.03	-0.018	0.034
Si	1.452	3.685	19.81	-0.017	-0.042	-0.129
Si	3.83	1.753	20.265	0.001	-0.088	-0.209
Si	1.226	9.688	20.546	0.092	-0.037	-0.219
Si	3.773	6.178	20.532	-0.012	0.075	-0.153
Si	1.668	14.885	20.657	-0.073	0.031	-0.184
Si	3.87	12.634	20.383	-0.028	-0.049	-0.182
Si	6.385	4.342	20.616	0.05	-0.014	-0.231
Si	9.734	1.159	20.648	-0.031	0.034	-0.245
Si	6.927	9.055	20.787	-0.14	0.135	-0.184
Si	9.283	6.938	20.328	0.026	-0.037	-0.222
Si	6.757	14.845	20.626	0.01	0.082	-0.208
Si	8.995	12.607	20.568	-0.017	-0.064	-0.23
Si	12.485	3.848	20.703	-0.069	0.066	-0.268
Si	14.462	1.351	20.675	0.091	-0.077	-0.245
Si	12.339	9.187	20.764	0.013	0.043	-0.139
Si	14.896	7.14	20.765	0.002	-0.055	-0.159
Si	11.935	15.303	20.553	-0.014	-0.061	-0.211
Si	15.359	11.936	20.478	-0.076	0.085	-0.213
Si	1.94	0.267	23.215	-0.038	0.025	0.029
Si	1.424	3.143	23.736	0.027	0.078	-0.077
Si	14.527	11.128	25.64	0.03	-0.048	0.036
Si	1.941	13.626	27.138	0.004	0.056	0.002
Si	4.964	0.153	22.697	-0.022	-0.009	-0.086
Si	0.945	5.681	21.932	0.005	0.095	-0.006
Si	11.416	10.49	25.339	0.103	-0.026	-0.005
Si	2.148	12.083	24.468	-0.049	-0.005	-0.027
Si	10.486	11.523	28.039	0.034	-0.016	-0.014
Si	11.458	2.533	29.456	-0.027	0.089	0.018
Si	0.112	1.227	25.428	0.06	0	-0.037
Si	15.23	5.918	27.166	-0.003	-0.016	-0.034
Si	8.386	3.091	22.851	-0.043	0.023	-0.076
Si	10.189	10.718	22.781	-0.01	-0.111	-0.078
Si	14.042	15.489	22.788	-0.008	0.026	-0.13
Si	13.901	15.779	25.683	0.078	-0.032	0.011
Si	4.107	4.103	25.077	0.039	-0.023	0.007
Si	4.729	11.484	23.074	0.011	0.042	0.1
Si	15.458	13.503	27.225	-0.018	0.027	0.026
Si	2.63	9.366	23.389	-0.026	0.053	0.01
Si	6.38	1.926	24.84	-0.072	0.009	0.078
Si	10.617	5.292	22.763	0.024	-0.026	-0.039
Si	12.673	7.245	27.632	-0.069	0.049	0.043
Si	8.326	7.175	28.269	0.02	-0.067	0.019
Si	7.145	10.018	23.742	0.057	-0.021	0.014
Si	6.733	12.504	31.852	-0.039	0.079	0.038
Si	7.752	16.03	29.898	0.067	0.036	-0.067
Si	9.224	4.472	29.176	-0.052	0.016	0.04
Si	11.768	7.425	24.918	0.01	-0.034	-0.03
Si	14.435	8.212	25.647	0.071	0.07	0.045
Si	15.687	12.995	23.36	0.078	-0.06	0.033
Si	0.598	13.409	29.729	-0.143	0.014	-0.089
Si	3.97	13.785	31.475	-0.141	-0.042	-0.045
Si	15.81	6.769	29.816	0.071	0.044	-0.024
Si	2.771	5.175	27.289	0.08	-0.004	0.012
Si	13.626	13.702	31.692	-0.105	0.01	0.036
Si	12.65	0.089	28.226	0.011	-0.068	0.051
Si	3.766	15.48	28.677	0.02	-0.004	0.035
Si	8.713	13.27	29.535	0.033	-0.01	0.011
Si	3.663	6.938	25.152	0.053	0.038	0.014
Si	6.125	1.073	27.953	-0.051	0.006	-0.063
Si	0.645	16.057	31.555	-0.009	0.023	0.002
Si	4.076	5.812	29.913	0.037	-0.044	0.033
Si	6.202	3.574	29.653	0.015	0.017	-0.015
Si	15.906	3.944	30.512	0.002	-0.012	-0.1
Si	5.904	8.197	29.51	-0.012	-0.023	-0.097
Si	6.298	8.368	26.457	-0.003	0.041	0.023
Si	10.724	8.779	29.47	-0.027	-0.004	-0.035
Si	13.393	2.678	31.561	-0.013	0.084	-0.052
Si	2.449	3.883	31.545	0.076	-0.06	0.008
Si	14.594	8.982	31.145	-0.067	-0.069	-0.019
Si	0.315	7.385	32.43	0.049	-0.047	-0.028
Si	15.914	11.471	31.579	0.031	-0.042	0.042
Si	3.103	1.128	30.651	-0.04	-0.044	-0.032
Si	6.545	4.017	32.672	-0.02	0.004	0.006
Si	9.842	1.164	31.674	0.038	0.029	0.037
Si	6.424	9.55	32.329	-0.044	-0.083	-0.028
Si	9.428	4.308	32.133	0.055	-0.012	-0.005
Si	5.482	16.199	31.942	0.16	0.067	0.029
Si	14.454	0.07	30.529	-0.005	0.048	-0.082
Si	11.743	9.168	32.279	0.004	-0.03	0.051
Si	0.182	3.331	27.556	-0.031	-0.024	0.002
Si	11.524	13.828	29.421	0	0.081	-0.041
O	11.661	15.365	28.886	-0.293	0.097	0.134
O	15.984	0.575	30.734	0.072	-0.042	-0.248
O	3.84	1.342	34.179	0.033	0.102	-0.49
O	2.501	3.352	33.087	-0.312	0.265	0.145
O	3.381	5.203	31.266	0.209	-0.013	0.249
O	14.935	3.164	31.536	0.074	0.041	0.308
O	15.341	8.298	32.449	0	-0.209	-0.144
O	1.546	8.126	33.217	0.144	-0.129	-0.178
O	13.129	9.58	31.512	0.131	0.116	-0.294
O	-0.054	10.899	33.041	0.041	0.12	-0.229
O	2.674	13.354	32.435	-0.066	0.297	-0.093
O	0.12	15.779	33.09	-0.013	-0.44	0.148
O	6.087	0.193	33.396	0.206	-0.205	-0.049
O	4.473	15.02	32.383	0.171	0.065	0.135
O	9.189	1.406	0.032	0.005	-0.075	-0.255
O	6.751	2.878	33.796	0.033	0.182	-0.219
O	5.397	5.037	33.2	0.034	-0.24	-0.137
O	3.562	6.651	34.144	0.118	-0.242	0.183
O	7.395	8.452	33.053	0.149	0.043	-0.198
O	9.136	6.83	34.19	-0.069	-0.075	-0.417
O	5.093	9.713	33.273	0.022	0.079	0.089
O	3.833	11.908	34.151	0.219	0.238	0.097
O	7.215	13.543	33.032	0.048	0.333	-0.212
O	9.256	12.152	34.004	-0.007	0.033	-0.178
O	10.56	0.324	32.89	0.216	0.059	-0.036
O	10.139	13.6	30.263	0.082	-0.118	-0.009
O	14.635	1.155	33.99	-0.139	0.101	-0.336
O	12.833	2.872	33.079	-0.115	0.176	-0.075
O	10.522	4.854	33.212	-0.003	-0.322	-0.161
O	9.731	4.926	30.663	-0.068	0.069	0.016
O	12.212	8.031	33.35	0.034	-0.178	0.058
O	14.243	6.543	34.311	-0.106	0.008	0.306
O	11.063	10.395	33.117	-0.153	-0.212	-0.284
O	12.859	13.783	33.134	-0.024	-0.104	-0.133
O	14.499	12.141	34.406	-0.02	-0.101	0.181
O	2.701	2.921	20.602	0.034	0.201	-0.235
O	0.514	4.679	20.737	-0.138	-0.057	0.33
O	4.648	1.36	21.646	-0.025	0.222	-0.058
O	1.778	1.849	22.76	-0.179	-0.096	0.195
O	0.035	10.763	20.876	0.185	0.172	-0.176
O	1.786	9.141	22.008	-0.192	-0.245	-0.009
O	2.465	6.321	21.619	-0.072	-0.017	0.131
O	1.086	4.649	23.199	0.085	0.035	0.183
O	2.755	13.683	21.043	0.119	0.124	0.158
O	1.271	15.71	22.052	-0.23	-0.002	0.016
O	1.886	10.465	24.358	-0.183	-0.055	0.135
O	4.876	12.047	21.558	0.287	0.097	-0.274
O	5.066	5.266	21.113	0.009	-0.005	0.302
O	7.16	3.734	21.953	-0.047	0.15	-0.018
O	9.104	1.901	21.983	-0.17	0.067	0.17
O	6.448	1.426	26.394	0.162	0.053	0.033
O	8.235	8.068	20.894	0.145	-0.063	-0.188
O	6.582	9.238	22.4	0.179	-0.22	-0.096
O	9.966	6.217	21.618	0.419	0.124	0.108
O	13.71	5.992	27.811	-0.057	-0.074	0.241
O	7.876	13.712	21.14	0.292	-0.246	0.159
O	5.82	15.394	21.901	-0.276	0.142	0.093
O	12.927	10.882	25.782	-0.032	-0.081	0.05
O	9.8	11.978	21.847	0.128	-0.113	-0.236
O	11.875	4.461	22.119	0.194	0.238	-0.017
O	13.56	2.658	21.145	-0.279	0.189	0.06
O	14.666	0.433	22.059	0.056	-0.009	0.15
O	1.229	0.223	24.714	-0.086	-0.262	-0.075
O	11.226	9.697	21.943	0.126	-0.091	-0.11
O	11.06	11.338	24.005	-0.018	-0.145	0.142
O	16.021	6.693	21.987	-0.136	-0.193	0.291
O	13.613	8.156	21.271	0.14	-0.143	-0.219
O	12.946	14.797	21.776	0.019	-0.173	0.15
O	10.849	0.02	21.152	-0.184	0.054	-0.001
O	15.318	14.583	23.292	0.317	0.149	-0.083
O	15.037	12.488	21.97	-0.225	0.135	0.073
O	13.238	15.705	24.195	-0.091	-0.22	0.183
O	0.888	12.826	23.7	0.034	0.163	0.073
O	0.09	2.607	24.528	-0.113	0.089	-0.172
O	14.829	12.14	24.426	-0.185	0.06	-0.17
O	14.336	14.379	26.435	-0.149	-0.014	-0.238
O	4.09	9.981	23.021	0.085	-0.177	0.042
O	2.352	12.517	26.029	0.357	-0.341	0.009
O	3.498	16.146	23.318	-0.006	-0.041	0.484
O	5.88	0.674	23.93	-0.167	-0.36	-0.128
O	4.172	5.584	24.359	0.026	0.017	-0.067
O	2.743	3.308	24.678	0.141	-0.395	0.207
O	7.612	7.439	26.814	0.142	-0.026	-0.044
O	7.163	7.152	29.417	0.006	-0.189	0.129
O	3.615	12.43	23.816	-0.129	-0.022	0.08
O	1.735	12.999	28.628	-0.017	0.028	0.059
O	9	12.144	28.383	-0.11	-0.186	0.228
O	6.833	9.344	25.225	0.135	-0.107	0.066
O	8.211	14.732	29.025	-0.158	0.086	-0.253
O	7.511	0.74	28.745	0.245	0.046	-0.134
O	10.378	3.449	28.652	0.01	0.112	-0.224
O	15.137	0.413	25.54	0.066	-0.164	0.047
O	11.095	8.921	24.957	-0.103	0.085	0.047
O	9.483	4.231	23.276	0.13	-0.121	0
O	15.406	6.91	25.868	0.124	0.069	-0.236
O	13.342	7.723	24.517	0.001	0.102	-0.278
O	10.42	10.918	26.545	-0.205	0.058	-0.051
O	11.106	6.322	23.932	0.079	-0.099	-0.079
O	12.713	-0.08	26.625	-0.171	0.03	-0.214
O	15.166	11.903	26.939	-0.017	-0.088	0.19
O	0.356	1.826	26.938	0.075	-0.027	0.363
O	13.393	1.098	31.181	-0.214	-0.189	0.181
O	4.075	4.364	26.698	0.296	0.189	0.029
O	5.377	3.196	24.699	0.241	0.241	-0.34
O	2.877	7.964	24.167	-0.262	-0.12	0.136
O	0.461	14.127	26.644	-0.064	0.202	-0.255
O	14.114	16.294	28.945	0.096	0.168	-0.03
O	15.598	13.606	28.872	-0.166	-0.128	0.197
O	3.053	14.804	27.361	0.167	-0.091	-0.086
O	0.892	14.742	30.62	-0.184	0.193	-0.065
O	5.157	16.155	28.11	0.241	-0.236	0.184
O	7.809	2.445	24.24	0.145	0.059	-0.077
O	3.843	14.361	29.916	0.04	-0.092	0.01
O	7.761	3.76	29.21	-0.042	-0.216	-0.182
O	9.13	5.767	28.205	-0.118	-0.101	-0.017
O	11.885	7.75	28.948	0.206	-0.106	0.227
O	2.557	6.442	26.263	-0.165	0.15	0.021
O	4.981	7.614	25.852	-0.011	-0.106	-0.078
O	6.224	11.404	23.753	0.035	0.22	-0.388
O	8.764	10.162	23.445	0.179	-0.34	0.016
O	7.588	12.688	30.507	0.1	-0.293	0.014
O	7.116	11.017	32.389	0.343	0.036	0.205
O	5.539	2.386	28.744	-0.168	-0.02	-0.158
O	10.788	1.399	30.398	0.164	-0.298	0.056
O	12.453	3.416	30.432	-0.052	0.21	-0.024
O	11.63	6.823	26.437	-0.064	-0.018	-0.025
O	15.511	4.35	26.831	-0.103	0.049	-0.221
O	15.18	9.636	25.346	-0.041	0.006	-0.022
O	-0.121	6.544	28.276	0.192	0.174	0.04
O	9.339	8.365	28.724	0.083	0.275	-0.252
O	13.598	8.471	27.047	-0.195	0.249	0.297
O	12.238	1.654	28.354	-0.021	0.062	-0.256
O	14.342	15.114	31.387	0.375	0.173	-0.017
O	0.916	4.218	31.211	-0.022	-0.002	-0.073
O	2.895	2.723	30.484	-0.128	0.055	0.026
O	14.624	7.892	29.935	0.055	0.125	0.022
O	15.155	5.365	30.294	-0.023	-0.008	0.281
O	1.588	4.097	27.385	0.1	0.062	-0.215
O	0.02	5.933	33.15	0.113	-0.16	-0.138
O	0.636	7.18	30.827	0.064	0.097	-0.116
O	14.742	12.556	31.755	-0.318	0.131	0.167
O	0.701	12.172	30.764	0.146	0.053	0.1
O	15.457	10.245	30.627	0.034	-0.063	-0.234
O	9.372	2.671	32.122	-0.167	-0.052	0.223
O	5.141	12.637	31.486	0.043	0.184	-0.174
O	6.445	15.607	30.781	-0.238	-0.373	0.262
O	4.606	0.956	31.234	0.086	0.235	-0.122
O	10.966	10.345	29.072	0.245	0.032	0.128
O	2.947	5.779	28.764	-0.172	0.002	0.006
O	6.157	3.294	31.266	-0.164	-0.428	0.253
O	7.937	4.845	32.529	0.14	-0.139	0.046
O	2.026	0.494	31.703	0.034	0.021	0.048
O	2.902	0.353	29.228	-0.212	0.168	-0.12
O	4.586	7.358	29.996	-0.049	0.075	0.102
O	6.145	9.237	30.75	0.03	-0.02	-0.073
O	8.678	0.209	31.088	0.129	-0.284	0.157
O	-0.282	3.148	29.107	-0.159	-0.14	-0.013
O	12.664	13.372	30.453	-0.031	-0.003	-0.16
O	5.821	8.906	27.989	-0.077	0.264	0.056
O	5.343	4.923	29.416	0.116	0.061	-0.283
O	11.536	12.779	28.159	0.25	-0.037	-0.325
O	10.706	8.667	31.11	-0.024	-0.321	-0.208

Results
total energy: -108572.583 eV
total energy less fixed offsets of O -438.25, Si -107.07 eV per atom: 5.487 eV
